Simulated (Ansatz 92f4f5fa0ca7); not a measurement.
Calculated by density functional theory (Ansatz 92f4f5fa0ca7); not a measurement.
Periodic cell of 264 atoms, Si154O98As12, from a study of silicon, its oxide and their interface. The atomic structure is a simulated model.
Doubt: the cutoff is far below the 930 eV that the study's wrapper takes by default for these files, so forces and energies are approximate.
This geometry differs little from another in the collection (a relaxation step or a small displacement).

Settings
functional: PBE
potential files: Ansatz PAW
basis: plane waves
wave-function cutoff: 580 eV
density cutoff ratio: 5
exchange-correlation grid ratio: 1
k mesh: 1 x 1 x 1, Gamma-centred
self-consistency stop: 5e-08 eV per atom in the density residual
occupations: fixed
spin: none
net charge: 0

Cell vectors (angstrom)
a, 11.6015, 0, 0
b, 0, 13.3963, 0
c, 0, 0, 31.1974

Atoms: element, x, y, z (angstrom)
Si, -0.3272, 0.0347, 24.426
As, 3.8338, 0.0199, 24.2205
As, 7.6904, -0.0399, 24.3813
As, 1.9124, 3.3552, 24.2185
Si, 5.9594, 3.0918, 24.4608
As, 9.6626, 3.4045, 24.3276
As, -0.0023, 6.6567, 24.2003
Si, 3.7758, 6.6685, 24.5309
Si, 7.8071, 6.7189, 24.4599
Si, 1.9118, 10.1925, 24.2844
Si, 5.8373, 10.0987, 24.6399
As, 9.6244, 10.0629, 24.2283
Si, -0.0287, 2.2735, 25.2595
Si, 3.8458, 2.2062, 25.2419
Si, 7.8584, 2.1577, 25.4691
Si, 1.8621, 5.5361, 25.3454
Si, 5.8215, 5.491, 25.0757
Si, 9.7129, 5.6023, 25.3475
Si, -0.0086, 8.9417, 25.1637
Si, 3.8218, 8.9696, 25.2241
Si, 7.7799, 8.9421, 25.3545
Si, 1.8269, 12.389, 25.1627
Si, 5.7248, 12.3529, 25.3894
Si, 9.5427, 12.188, 25.4277
Si, 0.0085, 2.2122, 27.631
Si, 3.8774, 2.2386, 27.6157
Si, 7.7757, 2.2208, 27.7662
Si, 1.9191, 5.5651, 27.6806
Si, 5.8009, 5.544, 27.5317
Si, 9.6677, 5.598, 27.6863
Si, 0.0234, 8.9424, 27.5658
Si, 3.839, 8.9463, 27.6163
Si, 7.7403, 8.9017, 27.6925
Si, 1.8623, 12.3056, 27.5748
Si, 5.7483, 12.2906, 27.713
Si, 9.6291, 12.2354, 27.7375
Si, 1.9425, 1.1201, 28.4205
Si, 5.7967, 1.1304, 28.4536
Si, 9.7019, 1.0842, 28.4667
Si, -0.0104, 4.4491, 28.447
Si, 3.8763, 4.4562, 28.4146
Si, 7.7265, 4.4799, 28.4376
Si, 1.9248, 7.8161, 28.421
Si, 5.7787, 7.786, 28.3909
Si, 9.7002, 7.8282, 28.4401
Si, -0.0132, 11.1437, 28.4312
Si, 3.8008, 11.1738, 28.4228
Si, 7.6858, 11.1384, 28.4628
Si, 1.9336, 1.1164, 30.8025
Si, 5.8008, 1.1164, 30.8025
Si, 9.6679, 1.1164, 30.8025
Si, 0, 4.4654, 30.8025
Si, 3.8672, 4.4654, 30.8025
Si, 7.7343, 4.4654, 30.8025
Si, 1.9336, 7.8145, 30.8025
Si, 5.8008, 7.8145, 30.8025
Si, 9.6679, 7.8145, 30.8025
Si, 0, 11.1635, 30.8025
Si, 3.8672, 11.1635, 30.8025
Si, 7.7343, 11.1635, 30.8025
Si, 0, 0, 0.3944
Si, 3.8672, 0, 0.3944
Si, 7.7343, 0, 0.3944
Si, 1.9336, 3.3491, 0.3944
Si, 5.8008, 3.3491, 0.3944
Si, 9.6679, 3.3491, 0.3944
Si, 0, 6.6981, 0.3944
Si, 3.8672, 6.6981, 0.3944
Si, 7.7343, 6.6981, 0.3944
Si, 1.9336, 10.0472, 0.3944
Si, 5.8008, 10.0472, 0.3944
Si, 9.6679, 10.0472, 0.3944
Si, 0.0362, -0.0197, 2.7842
Si, 3.8713, -0.0106, 2.758
Si, 7.7886, 0.0082, 2.7628
Si, 1.9474, 3.354, 2.7555
Si, 5.8168, 3.3401, 2.7595
Si, 9.6789, 3.3407, 2.7577
Si, 0.0014, 6.7019, 2.7823
Si, 3.8699, 6.6785, 2.7523
Si, 7.7321, 6.7018, 2.7681
Si, 1.9042, 10.064, 2.7655
Si, 5.8056, 10.0615, 2.7383
Si, 9.6503, 10.0429, 2.8135
Si, 0.0219, 2.2264, 3.5305
Si, 3.8788, 2.2201, 3.5279
Si, 7.7526, 2.2316, 3.5648
Si, 1.9354, 5.5849, 3.5584
Si, 5.8052, 5.5736, 3.5452
Si, 9.6684, 5.5703, 3.5351
Si, -0.0093, 8.9369, 3.6146
Si, 3.8612, 8.942, 3.4258
Si, 7.6866, 8.914, 3.5997
Si, 1.966, 12.2703, 3.6284
Si, 5.8369, 12.3058, 3.4851
Si, 9.7106, 12.2785, 3.6244
Si, 0.0635, 2.2709, 5.879
Si, 3.8829, 2.2142, 5.8707
Si, 7.7207, 2.264, 5.9295
Si, 1.9464, 5.5313, 5.9112
Si, 5.7805, 5.5101, 5.896
Si, 9.6514, 5.5179, 5.8766
Si, -0.0229, 8.9215, 6.0318
Si, 3.8345, 8.9751, 5.7441
Si, 7.6038, 8.9375, 5.9909
Si, 1.9928, 12.3381, 6.038
Si, 5.8823, 12.3442, 5.8138
Si, 9.6692, 12.2598, 6.0242
As, 1.968, 1.1945, 6.9856
As, 5.809, 1.1254, 6.9271
Si, 9.7236, 1.1731, 6.7395
As, 0.0042, 4.459, 6.96
As, 3.87, 4.3887, 6.9388
As, 7.7172, 4.4574, 6.974
Si, 1.996, 7.8207, 6.6583
Si, 5.5722, 7.7307, 6.7544
Si, 9.5668, 7.7717, 6.6703
Si, 0.0647, 11.1832, 6.8831
Si, 4.0233, 11.1746, 6.6811
As, 7.6843, 11.1859, 6.9621
O, 9.9118, 1.3298, 8.4023
O, 4.4825, 11.0134, 8.2866
O, 9.4099, 7.6703, 8.3288
O, 5.0295, 7.577, 8.3595
O, 2.3402, 8.0084, 8.2884
O, 7.5007, 14.7125, 13.1292
O, 6.0065, 10.1616, 22.9959
O, 3.4351, 6.7044, 22.8957
O, 10.6198, 13.3615, 22.8594
O, 2.0151, 10.4813, 22.6103
O, 6.3424, 2.5415, 22.9016
O, 8.058, 6.7858, 22.7996
Si, 7.2479, 7.0436, 21.4038
Si, 4.2177, 7.0931, 21.5273
Si, 0.099, 10.4941, 10.0379
Si, -1.0655, 3.9749, 17.6488
Si, 9.0466, 12.3172, 18.9673
Si, -7.998, 19.0651, 16.1888
Si, 1.8711, -2.1831, 21.1568
Si, 0.2394, 13.542, 15.1061
Si, 9.9087, 13.9298, 21.4831
Si, 9.6982, 8.4641, 9.7027
Si, -3.1814, 4.8112, 13.8533
Si, 12.2216, 10.674, 16.0181
Si, 8.2529, 5.6904, 18.6951
Si, 3.0893, 10.4846, 14.3215
Si, 5.6755, 0.8784, 19.3612
Si, 10.8286, 8.0876, 14.8235
Si, 6.1973, 17.1727, 19.3893
Si, -2.2999, 7.2479, 12.48
Si, 5.815, 9.6048, 21.4925
Si, 12.1907, 5.3152, 15.2569
Si, 8.1631, 6.9835, 16.023
Si, 3.593, 5.3782, 19.205
Si, 16.6689, 3.0969, 15.0731
Si, -3.6962, 15.4647, 14.5157
Si, 5.7617, 4.0153, 12.321
Si, -1.9988, 14.6561, 16.7862
Si, 6.3981, 12.0941, 17.5689
Si, 3.818, 7.6651, 13.8544
Si, 7.1158, 14.8793, 11.5419
Si, 9.0346, -2.128, 10.539
Si, 2.5447, 15.3116, 15.54
Si, 1.4641, 3.5918, 12.9792
Si, 4.5492, 11.6196, 19.6498
Si, 6.4886, 12.0254, 11.731
Si, 15.2549, 7.8203, 9.2546
Si, 12.5536, 13.7945, 20.0793
Si, 0.1298, 11.1719, 18.9089
Si, 3.3851, 5.6435, 11.5611
Si, 7.2509, 2.1351, 21.5947
Si, 6.7532, 8.4012, 13.9578
Si, -5.5325, 11.1951, 14.6038
Si, 1.6885, 16.2993, 18.523
Si, 4.4188, 10.7392, 9.8885
Si, 2.2833, 11.8564, 11.5792
Si, 0.2908, 0.8494, 12.0676
Si, 9.5359, 0.7127, 9.8594
O, 4.8189, 3.3667, 13.4802
O, 8.7407, 9.8179, 9.8087
O, 7.0875, 8.6498, 21.0784
O, 6.8284, 7.6817, 15.4177
O, 11.1757, 14.5034, 20.6138
O, 5.0284, 11.3345, 18.0934
O, 10.5822, 11.1788, 11.0279
O, 7.0707, 9.9762, 14.2082
O, 0.4987, 18.0645, 13.7523
O, 6.9942, 4.7841, 13.0564
O, 12.2365, 12.7435, 18.8495
O, 1.8878, 14.9996, 19.5058
O, 10.1201, 11.1131, 18.8053
O, 0.6856, 15.8278, 12.1393
O, 9.3652, 0.1915, 17.9807
O, -0.1094, 9.4944, 15.2066
O, 2.361, 4.3828, 11.8388
O, 13.7199, 15.9191, 16.9946
O, 6.2445, 2.8341, 11.3138
O, 4.5898, 10.6223, 14.9062
O, 9.1375, 12.8146, 20.5396
O, 7.6766, -1.8088, 18.4578
O, 6.3095, 13.682, 17.9743
O, 1.839, 13.8611, 15.2865
O, 8.8159, 1.7078, 21.8529
O, 1.6283, 12.857, 21.2694
O, 3.8966, 9.1967, 10.1297
O, 3.1553, 6.5874, 12.858
O, -0.4713, 4.5875, 16.2566
O, 5.7311, 6.4556, 21.6311
O, 11.7362, 3.3681, 18.5525
O, 2.7907, 11.4806, 13.0752
O, -2.1633, 5.6754, 12.9161
O, -0.5116, 14.5658, 16.124
O, 5.7087, 10.9298, 20.5679
O, 7.1871, 17.8927, 18.3176
O, 5.8209, 10.9208, 10.7199
O, 6.5937, 11.9339, 15.961
O, 9.7729, 5.1244, 18.5198
O, 0.1963, 11.2363, 8.5682
O, 3.237, 6.557, 10.2146
O, 14.1354, 17.5481, 19.1336
O, 0.676, 10.365, 17.615
O, -0.3304, 8.9395, 9.7716
O, 3.7142, 6.0971, 17.7522
O, 5.2833, 8.1408, 13.3169
O, 4.4576, 13.2617, 19.7863
O, 3.1365, 10.9994, 20.134
O, 8.0023, 6.8907, 17.6265
O, 3.5176, 11.9455, 10.5301
O, -0.8112, 14.0878, 10.8894
O, 5.0171, 4.8118, 19.7113
O, 8.9574, 12.5904, 9.5667
O, 3.2731, 6.5326, 20.3156
O, 13.8099, 2.8501, 14.2396
O, -3.542, 11.5549, 11.8044
O, 1.555, -0.092, 11.6328
O, 3.9689, 6.9901, 15.3243
O, 13.6883, 5.1834, 15.8719
O, 1.4174, 10.6137, 10.956
O, 8.5591, 1.0065, 15.552
O, 6.6309, 2.7332, 15.2938
O, 5.3864, 2.4256, 18.9356
O, 0.2687, 6.8989, 15.1638
O, 10.4765, 8.1036, 13.224
O, -2.6619, 3.2833, 14.1029
O, 6.6003, 0.9159, 20.7132
O, 2.1583, 10.8468, 15.5782
O, 4.4359, 8.7097, 21.3769
O, -2.1379, 7.9013, 15.6886
O, 5.9544, 12.129, 13.2717
O, -0.2316, 13.7544, 13.549
O, 7.174, 3.4732, 20.6623
O, -8.7816, 8.9441, 13.8737
O, -0.1556, 12.0494, 15.6128
O, 8.301, 5.5095, 15.3256
O, 4.9114, 18.4783, 11.4596
O, 4.1758, 1.8082, 15.5456
O, 8.033, 6.3026, 20.1892
O, -6.9522, 4.4378, 15.9104
O, 9.4593, 2.7805, 17.3503
O, 6.3019, 0.1329, 11.1158
O, 8.4072, 15.0357, 10.5735
O, -3.7632, 7.8068, 12.9173
O, 0.6165, 10.5362, 20.3375
O, -2.1861, 7.3884, 10.8788

Results
free energy: -211912.753 eV
free energy less fixed offsets of As -4856.12, O -568.88, Si -635.61 eV per atom: -5.133 eV

Forces (eV/angstrom), in the order of the atoms: element, x, y, z
Si, 0.146, 0.06, -0.0944
As, -0.0276, -0.016, 0.0066
As, -0.0048, -0.0333, 0.1594
As, 0.0203, -0.0008, 0.0562
Si, -0.067, 0.0944, -0.1437
As, -0.0247, 0.0292, 0.0598
As, 0, 0.007, 0.0923
Si, 0.0463, -0.0001, 0.0213
Si, -0.0453, -0.0108, 0.0262
Si, 0.0685, -0.0354, 0.0126
Si, -0.0105, -0.0448, -0.0237
As, -0.0287, 0.003, 0.0674
Si, -0.0163, -0.0749, -0.0243
Si, 0.0696, -0.0043, -0.0643
Si, 0.0661, -0.0335, -0.1876
Si, -0.0121, 0.014, -0.1289
Si, 0.0465, -0.0558, -0.0231
Si, -0.034, 0.0032, -0.1333
Si, 0.0335, 0.0051, -0.1005
Si, -0.0756, 0.0231, -0.0405
Si, 0.0083, -0.0297, -0.0823
Si, -0.1469, -0.016, -0.0348
Si, -0.0266, 0.0475, -0.1454
Si, 0.0046, -0.0427, -0.1546
Si, -0.0091, 0.0805, -0.0371
Si, -0.058, -0.054, -0.0056
Si, 0.0134, -0.0548, 0.103
Si, -0.0465, -0.0104, 0.0349
Si, -0.0298, 0.0247, -0.0851
Si, 0.0785, -0.0332, 0.0022
Si, -0.0574, -0.0461, -0.003
Si, 0.0458, -0.0051, -0.0656
Si, 0.0292, 0.0397, 0.001
Si, 0.0825, -0.0073, -0.0217
Si, 0.0765, 0.0194, 0.0362
Si, -0.0827, 0.008, 0.0545
Si, 0.0442, -0.0181, 0.0314
Si, 0.0044, -0.0392, -0.0018
Si, -0.0038, 0.024, -0.0004
Si, -0.0341, -0.0326, 0.0341
Si, 0.0474, 0.0489, 0.0303
Si, -0.0277, 0.0505, -0.0014
Si, 0.0409, 0.0034, 0.0243
Si, -0.0413, -0.0469, 0.0521
Si, 0.0127, 0.0389, 0.0196
Si, 0.0168, 0.0079, -0.0052
Si, -0.0899, -0.0088, 0.0173
Si, -0.0023, -0.0021, 0.0274
Si, 0.0306, -0.0323, -0.0964
Si, -0.0715, 0.0897, 0.2091
Si, 0.0867, -0.0328, 0.2452
Si, -0.0256, -0.0882, 0.1023
Si, 0.0724, 0.0053, -0.155
Si, -0.0915, 0.0755, 0.0421
Si, -0.0357, 0.0327, -0.0483
Si, -0.0853, -0.096, -0.273
Si, 0.1325, 0.0661, 0.069
Si, 0.0833, -0.054, -0.0185
Si, -0.166, 0.0213, -0.0544
Si, -0.0909, -0.0545, 0.1965
Si, 0.0399, -0.0489, 0.1573
Si, -0.081, -0.0302, -0.0207
Si, 0.1535, 0.0082, -0.019
Si, 0.0031, 0.0222, -0.0798
Si, 0.0362, -0.013, 0.021
Si, 0.0361, -0.0364, -0.0418
Si, -0.0019, 0.0545, 0.1372
Si, 0.0054, -0.0874, -0.0979
Si, -0.0146, -0.0191, -0.0179
Si, -0.1154, 0.095, 0.0681
Si, 0.1196, 0.0464, -0.239
Si, -0.0351, -0.0186, 0.3223
Si, 0.033, -0.0111, 0.0092
Si, -0.0228, 0.0127, -0.0021
Si, 0.02, -0.0337, -0.0159
Si, -0.0149, -0.0036, -0.0269
Si, 0.0283, -0.0069, -0.0189
Si, -0.0053, -0.0096, -0.0019
Si, 0.0085, 0.0898, -0.0331
Si, -0.0075, 0.0464, 0.0034
Si, 0.0079, -0.0146, -0.0013
Si, 0.0014, -0.0454, -0.0279
Si, 0.0229, -0.0217, -0.0193
Si, -0.032, 0.0036, -0.0693
Si, 0.0233, 0.0564, -0.0287
Si, -0.0124, 0.0401, 0.0063
Si, -0.031, 0.0437, -0.0055
Si, -0.0007, -0.0716, -0.0399
Si, -0.0077, -0.0584, -0.046
Si, -0.0039, -0.0209, -0.0525
Si, -0.0019, -0.0306, 0.087
Si, -0.0119, 0.0119, 0.0526
Si, 0.0251, 0.0832, 0.0073
Si, 0.0132, 0.0212, 0.0102
Si, 0.0305, -0.0229, -0.0114
Si, -0.0681, -0.0345, 0.006
Si, -0.0082, -0.0123, 0.0853
Si, 0.0169, -0.0085, 0.111
Si, 0.0622, 0.0035, 0.0719
Si, 0.0299, 0.0304, 0.1482
Si, -0.0009, 0.0293, 0.1392
Si, -0.0091, -0.0283, 0.1584
Si, 0.019, 0.0212, 0.0449
Si, 0.0211, -0.0249, 0.0343
Si, -0.0882, -0.0644, 0.0916
Si, -0.0198, -0.0182, 0.0586
Si, 0.0055, 0.0178, 0.1014
Si, 0.0768, 0.0845, 0.0825
As, 0.0013, 0.0106, -0.0471
As, -0.0278, -0.0131, -0.042
Si, -0.0678, -0.0429, 0.0354
As, -0.0168, -0.0022, -0.1001
As, 0.0048, -0.0138, -0.0877
As, 0.0029, -0.0036, -0.0958
Si, -0.0589, 0.0247, -0.0588
Si, 0.0095, 0.0353, -0.0382
Si, 0.0254, 0.0492, -0.0181
Si, -0.0517, -0.035, -0.0466
Si, 0.0298, -0.0088, -0.01
As, 0.0497, 0.0083, -0.0423
O, -0.0097, 0.0143, 0.0038
O, -0.0058, 0.0287, -0.0211
O, 0.0169, 0.0055, -0.0511
O, -0.0127, -0.0093, 0.0239
O, 0.0094, -0.026, -0.0083
O, 0.005, 0.011, 0.0048
O, 0.0103, 0.0203, 0.0419
O, 0.0017, 0.0042, 0.0159
O, -0.0599, 0.0208, -0.0055
O, -0.0117, 0.0326, -0.0263
O, 0.0273, -0.0114, 0.0362
O, 0.0167, 0.022, -0.0179
Si, -0.018, -0.0145, 0.0478
Si, 0.0298, -0.0062, 0.0152
Si, 0.012, 0.0625, -0.0456
Si, -0.0089, -0.0038, -0.0001
Si, 0.0195, -0.0069, -0.08
Si, 0.0177, 0.0009, 0.0176
Si, 0.0105, -0.0255, 0.0753
Si, -0.0071, -0.0222, -0.0099
Si, 0.0436, -0.0389, 0.117
Si, 0.0361, 0.0385, -0.0162
Si, -0.0015, 0.0081, 0.0122
Si, 0.0013, -0.0026, 0.0035
Si, -0.0201, -0.0188, -0.0265
Si, -0.0079, 0.0246, -0.0091
Si, -0.0188, 0.0162, -0.0389
Si, -0.0171, 0.0116, -0.0112
Si, -0.0018, 0.0028, -0.0151
Si, -0.0108, 0.0242, 0.016
Si, -0.0124, -0.0179, 0.016
Si, -0.0031, 0.0009, 0.0052
Si, -0.0008, 0.004, 0
Si, 0.0322, -0.0111, -0.0016
Si, 0.0039, 0.0103, -0.0012
Si, -0.0038, -0.0119, -0.0053
Si, 0.0015, -0.0111, 0.0474
Si, -0.0048, -0.0036, -0.0019
Si, -0.011, 0.0118, -0.0248
Si, 0.0078, 0.0199, 0.02
Si, -0.0012, -0.0246, 0.0113
Si, 0.0315, 0.0134, 0.0447
Si, -0.0045, 0.0032, 0.0144
Si, -0.0012, -0.01, 0.0079
Si, -0.0062, -0.0022, -0.0277
Si, 0.0127, 0.0036, 0.0333
Si, 0.0163, 0.0226, -0.0853
Si, -0.0036, -0.016, -0.0271
Si, -0.0021, -0.0029, -0.0255
Si, 0.006, 0.0077, 0.0197
Si, -0.0761, 0.031, 0.0994
Si, 0.0092, 0.0188, 0.0073
Si, 0.0078, 0.0094, -0.0075
Si, 0.017, 0.0024, -0.0204
Si, -0.0244, -0.0027, -0.0017
Si, 0.0128, -0.0447, -0.022
Si, 0.0136, -0.0216, 0.0149
Si, 0.0179, -0.0067, -0.0991
O, 0.0022, -0.0088, -0.0015
O, 0.0039, -0.002, -0.0134
O, 0.0102, 0.0212, 0.0046
O, 0.0084, -0.0085, 0.0099
O, 0.0015, 0.0094, 0.0126
O, 0.0081, 0.0058, 0.0185
O, 0.0031, -0.0169, -0.038
O, 0.0009, -0.0108, -0.0132
O, -0.0005, 0.0023, -0.0041
O, -0.0053, 0.0007, -0.0163
O, -0.0008, 0.0091, 0.0108
O, -0.0052, 0.0029, 0.0163
O, -0.0019, 0.0007, 0.0116
O, 0.0011, 0.017, -0.0138
O, 0.0003, 0.0003, 0.008
O, -0.0007, 0.0078, 0.0015
O, -0.0053, 0.0017, -0.0268
O, 0.006, -0.0028, -0.0147
O, 0.0003, 0.0092, -0.0262
O, -0.0149, -0.0035, -0.0044
O, -0.0109, 0.0004, 0.0144
O, 0.0011, 0.0019, 0.0073
O, 0.0054, -0.0109, 0.0085
O, 0.0058, 0.0113, 0.003
O, 0.0277, 0.0125, -0.0491
O, -0.0058, 0.0202, 0.005
O, 0.0098, 0.007, -0.0033
O, -0.0023, -0.0064, -0.0105
O, 0.0111, 0.0071, -0.011
O, -0.0083, -0.003, 0.0001
O, -0.0085, -0.0019, 0.0039
O, -0.0111, -0.0061, -0.0404
O, 0.0037, -0.003, -0.017
O, 0.001, 0.0064, 0.0023
O, 0.0107, 0.0241, 0.0088
O, 0.0068, 0.009, 0.0165
O, 0.0051, 0.0099, -0.0179
O, 0.0042, 0.0015, 0.0032
O, -0.0011, 0.0017, 0.007
O, -0.0014, -0.0358, 0.0961
O, -0.0027, -0.0327, 0.0246
O, -0.0053, 0.0058, 0.0071
O, 0.0025, -0.0013, -0.0069
O, -0.0703, -0.0372, -0.0137
O, -0.004, -0.0086, -0.0123
O, -0.01, -0.0065, -0.014
O, 0.0115, -0.016, 0.0363
O, 0.0066, 0.0053, -0.0013
O, 0.0062, -0.0031, 0.0086
O, -0.0376, -0.0056, 0.0359
O, 0.0112, -0.0017, -0.0028
O, -0.0424, 0.0162, 0.0073
O, -0.0155, -0.0273, -0.0082
O, 0.0011, -0.0129, -0.0118
O, 0.0032, 0.0078, -0.0088
O, -0.0118, 0.0032, -0.0453
O, -0.0006, 0.0122, -0.0144
O, -0.0017, -0.0044, 0.0088
O, -0.0007, -0.0001, -0.0012
O, 0.0397, 0.0597, 0.0143
O, -0.0016, 0.004, -0.0098
O, -0.0058, 0.0033, 0.0024
O, 0.0038, -0.0055, 0.0002
O, 0.007, -0.0089, 0.0039
O, -0.0027, -0.0103, -0.01
O, 0.0043, 0.0081, -0.0111
O, 0.012, -0.0149, 0.0153
O, 0.0095, -0.0124, 0.0044
O, -0.0053, 0.0101, 0.006
O, -0.0036, -0.0065, 0.0103
O, -0.0042, -0.0033, -0.01
O, -0.0003, 0.0053, -0.0051
O, 0.0127, -0.0063, 0.0048
O, 0.0087, -0.0151, -0.0145
O, 0.0025, 0.0028, -0.003
O, -0.0078, 0.0073, -0.0115
O, -0.0058, 0.0014, -0.0256
O, 0.0007, 0.0103, -0.0069
O, 0.0098, -0.0026, -0.0046
O, -0.0095, 0.0106, -0.0046
O, 0.0012, -0.0003, -0.0012
O, 0.0079, 0.0023, -0.0251
O, -0.0291, 0.0239, -0.0061
O, 0.0094, -0.0079, -0.015
O, -0.0145, 0.0038, 0.0024
O, 0.0098, 0.0018, -0.0049

The program warned: the cutoff lies below the one the program advises for these potential files; the forces do not sum to zero within the program's tolerance; the exchange-correlation potential is rough where the density is thin.
